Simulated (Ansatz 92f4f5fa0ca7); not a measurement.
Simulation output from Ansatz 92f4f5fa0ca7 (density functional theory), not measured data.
Periodic cell of 422 atoms, Si266O156, from a study of silicon, its oxide and their interface. The atomic structure is a simulated model.
Doubt: the cutoff is far below the 930 eV that the study's wrapper takes by default for these files, so forces and energies are approximate.
This geometry differs little from another in the collection (a relaxation step or a small displacement).

Settings
functional: PBE
potential files: Ansatz PAW
basis: plane waves
wave-function cutoff: 580 eV
density cutoff ratio: 5
exchange-correlation grid ratio: 1
k mesh: 1 x 1 x 1, Gamma-centred
self-consistency stop: 5e-08 eV per atom in the density residual
occupations: fixed
spin: none
net charge: 0

Cell vectors (angstrom)
a 15.4687 0 0
b 0 12.8259 0
c 0 0 36.8

Atoms and the computed forces on them: element, x, y, z (angstrom), force x, y, z (eV/angstrom)
Si 0.073 1.1107 34.1666 -0.0075 0.0089 -0.0137
Si 3.9821 1.1801 34.1076 -0.0003 0.0003 -0.0037
Si 7.8075 1.1756 34.1585 -0.002 0.0162 0.0082
Si 11.6695 1.1618 34.1542 -0.0088 -0.0031 -0.0069
Si 1.9059 7.5745 34.0888 -0.0009 -0.0042 -0.0027
Si 5.784 7.5925 34.1079 0.0082 0.0011 -0.0044
Si 9.6391 7.5737 34.1248 -0.0073 0.0101 -0.0072
Si 13.5008 7.5711 34.0715 -0.0017 -0.0077 0.0046
Si 1.9336 5.247 34.5331 0.4661 -0.0941 -0.1251
Si 5.8008 5.247 34.5331 -0.5551 0.0799 -0.6279
Si 9.6679 5.247 34.5331 -0.044 0.2915 -0.0263
Si 13.5351 5.247 34.5331 -0.0395 -0.0778 0.394
Si 0 11.6599 34.5331 0.0974 -0.759 -0.2058
Si 3.8672 11.6599 34.5331 -0.1641 0.3822 0.3027
Si 7.7343 11.6599 34.5331 -0.055 0.0939 0.4369
Si 11.6015 11.6599 34.5331 -0.0239 -0.2921 -0.0644
Si 0 4.664 35.7698 -0.0866 0.0018 -0.0495
Si 3.8672 4.664 35.7698 0.0056 0.0638 0.1303
Si 7.7343 4.664 35.7698 0.0828 -0.1606 -0.2203
Si 11.6015 4.664 35.7698 0.0225 -0.0315 0.0065
Si 1.9336 11.0769 35.7698 -0.0307 0.0255 0.0268
Si 5.8008 11.0769 35.7698 0.0098 -0.0812 -0.0276
Si 9.6679 11.0769 35.7698 -0.0564 -0.0571 0.0132
Si 13.5351 11.0769 35.7698 -0.0026 -0.0208 -0.0602
Si 0 2.332 36.182 0.0459 -0.0486 0.1201
Si 3.8672 2.332 36.182 0.1168 0.022 -0.0886
Si 7.7343 2.332 36.182 0.0411 0.0358 0.3122
Si 11.6015 2.332 36.182 0.2871 0.0024 0.2656
Si 1.9336 8.745 36.182 -0.0222 -0.0719 -0.1512
Si 5.8008 8.745 36.182 0.0455 0.0404 -0.0289
Si 9.6679 8.745 36.182 -0.0617 0.0575 -0.039
Si 13.5351 8.745 36.182 -0.1102 -0.1249 -0.2527
Si 1.9336 1.749 0.6188 -0.0562 0.0023 -0.0346
Si 5.8008 1.749 0.6188 -0.0466 0.0551 0.0249
Si 9.6679 1.749 0.6188 -0.0542 0.0244 0.0168
Si 13.5351 1.749 0.6188 -0.0455 0.0602 0.0505
Si 0 8.162 0.6188 0.0496 -0.0237 -0.0718
Si 3.8672 8.162 0.6188 0.0024 -0.0684 -0.0241
Si 7.7343 8.162 0.6188 0.1107 0.0131 -0.0276
Si 11.6015 8.162 0.6188 0.0104 0.0058 -0.0597
Si 0 5.83 1.031 0.0795 0.0201 0.063
Si 3.8672 5.83 1.031 0.0082 0.0092 0.0356
Si 7.7343 5.83 1.031 -0.056 0.0691 0.0385
Si 11.6015 5.83 1.031 -0.0275 0.0372 0.0685
Si 1.9336 12.2429 1.031 -0.028 -0.012 0.0303
Si 5.8008 12.2429 1.031 -0.0397 0.0294 0.0025
Si 9.6679 12.2429 1.031 0.056 0.0719 0.0527
Si 13.5351 12.2429 1.031 0.0305 -0.0182 0.0213
Si 1.9336 5.247 2.2678 -0.0077 0.0537 0.1782
Si 5.8008 5.247 2.2678 -0.0121 -0.0509 0.1582
Si 9.6679 5.247 2.2678 -0.056 -0.0319 0.0837
Si 13.5351 5.247 2.2678 0.0144 0.001 0.1435
Si 0 11.6599 2.2678 -0.0486 0.095 0.1783
Si 3.8672 11.6599 2.2678 -0.0839 0.0407 0.0721
Si 7.7343 11.6599 2.2678 -0.2096 0.0995 0.2576
Si 11.6015 11.6599 2.2678 0.0237 -0.0215 -0.0713
Si 1.9336 2.915 2.68 0.0567 -0.0427 -0.0166
Si 5.8008 2.915 2.68 0.035 -0.1309 -0.1114
Si 9.6679 2.915 2.68 0.0482 -0.0029 0.0318
Si 13.5351 2.915 2.68 0.0539 0.0725 0.0522
Si 0 9.328 2.68 -0.0427 -0.0008 0.0886
Si 3.8672 9.328 2.68 -0.0052 0.0894 0.0383
Si 7.7343 9.328 2.68 -0.1106 -0.0082 0.0191
Si 11.6015 9.328 2.68 -0.0124 -0.0762 -0.0355
Si 0.9697 -3.5999 23.8713 0.01 0.0015 0.0012
Si 4.7225 1.7701 27.8397 0.0221 -0.0061 -0.0636
Si 9.2773 5.4742 30.4318 0.0046 -0.0038 0.004
Si 6.863 4.4835 24.0645 -0.0005 0.0029 0.017
Si -2.8528 2.6159 17.6884 0.04 0.018 -0.0079
Si 5.7666 5.8061 30.4925 0.0051 -0.0107 -0.0009
Si 7.1052 12.6142 26.7245 -0.0143 -0.0156 -0.0395
Si 8.9075 0.9714 24.762 -0.0145 0.0149 0.0036
Si 2.2229 2.5663 22.3753 0.014 -0.0033 -0.0252
Si 12.5633 2.0776 24.0589 -0.0277 0.0068 0.0059
Si 2.1408 5.5382 22.8007 0.005 -0.0064 0.0006
Si 15.6163 3.2768 27.2908 0.0103 0.0216 0.0015
Si 7.3592 8.8666 29.1612 0.0066 0.0088 0.0252
Si 6.1024 13.5294 30.8647 -0.0271 -0.0028 -0.024
Si 11.5809 4.8384 25.2712 -0.0117 0.0201 -0.0061
Si 11.5914 12.4818 25.6327 0.0061 -0.0253 -0.0333
Si -4.3094 -0.3059 27.9124 0.0031 -0.0136 0.0022
Si 4.0497 1.4697 30.0634 0.004 0.0101 -0.0062
Si 0.273 4.3714 18.9165 -0.0116 -0.0126 -0.0001
Si 11.7985 1.1606 29.6304 0.0038 0.0076 0.0013
Si 1.8712 10.9732 31.0365 0.0045 -0.0023 0.006
Si 1.7021 9.6897 28.9189 -0.004 -0.0085 -0.0049
Si 11.6502 9.4827 25.2872 0.005 -0.022 -0.0076
Si 13.3272 7.0211 29.4836 -0.0117 -0.0011 -0.0014
Si -1.7347 0.4903 30.7329 -0.0141 -0.0031 -0.0075
Si 11.4537 3.4761 29.2195 0.0167 -0.0013 -0.019
Si 8.1597 1.488 29.7028 0.0222 -0.0074 0.0118
Si 17.0346 1.5772 19.5125 -0.0162 0.0143 -0.0221
Si 1.8377 7.3622 29.5008 0.006 0.0001 0.002
Si 7.6667 7.1261 30.6761 0.001 -0.0005 -0.0023
Si 9.0599 10.4813 29.2767 0.0066 0.0029 0
Si 13.5134 10.9084 31.1073 -0.0011 0.0074 -0.0029
Si 8.9408 4.4408 21.6917 0.0039 0.0004 0.0045
Si 2.0649 5.8661 27.5833 -0.0366 -0.02 -0.0245
Si 9.9089 0.7398 31.0398 -0.0088 0.0002 0.008
Si 20.6817 -3.3132 29.8259 0.0053 0.0209 0.0098
Si -0.0969 6.7255 30.7762 0.0007 -0.0087 -0.0071
Si 3.8829 10.1502 27.9796 -0.0067 0.0056 -0.0019
Si 11.8113 4.3588 31.4209 -0.0062 0.0076 0.0014
Si 11.4667 6.583 30.8917 0.0002 0.0139 0.0034
Si 0.0444 4.4254 31.4175 -0.005 0.0336 0.0061
Si 4.5503 4.628 28.8306 0.0197 0.024 0.0022
Si 9.0691 3.6585 28.7667 -0.0095 0.022 -0.0089
Si 12.9462 5.0082 27.9904 0.0169 -0.0065 0.0054
Si 4.0237 7.5146 30.6458 0.0106 0.0021 0.0063
Si 5.7732 11.1821 31.372 -0.0007 -0.0077 -0.0009
Si 11.1007 10.1408 28.1811 0.0214 0.0383 0.0246
Si 15.6435 14.4817 29.793 -0.0194 0.0143 0.0113
Si 1.9919 3.9449 32.5188 0.0185 0.0084 -0.0175
Si 5.5847 4.188 32.313 0.0101 0.013 -0.0023
Si 9.754 4.1589 32.4513 -0.0163 0.0044 -0.0058
Si 13.6657 3.8648 32.659 -0.0104 0.0116 0.0053
Si -0.0184 10.4246 32.401 0.0038 0.0074 0.0004
Si 3.776 10.5769 32.4821 0.0073 -0.0002 -0.0041
Si 7.7197 10.5139 32.5184 0.0039 -0.0079 0.0086
Si 11.6069 10.4416 32.4575 -0.0016 -0.0068 -0.0022
Si 1.9966 1.6193 32.9164 0.0025 -0.0017 0.0177
Si 5.9717 1.8578 32.8808 -0.0089 -0.0055 0.0039
Si 9.7376 1.8729 33.0232 0.0052 -0.0134 -0.0135
Si 13.6347 1.5464 32.902 -0.0074 0.0005 -0.0004
Si -0.0341 8.0657 32.7972 0.0013 0.0062 -0.0037
Si 3.8423 8.2317 32.8937 0.0016 0.0019 0.0006
Si 7.72 8.1627 32.8486 0.0009 -0.0086 -0.0181
Si 11.5319 8.0648 32.8067 -0.0042 0.0048 0.0026
Si 0 2.332 3.9167 -0.0572 0.2701 0.1945
Si 3.8672 2.332 3.9167 -0.0751 0.0487 -0.2505
Si 7.7343 2.332 3.9167 -0.2322 0.1256 -0.1066
Si 11.6015 2.332 3.9167 0.0989 0.1256 -0.079
Si 1.9336 8.745 3.9167 0.1141 0.1104 0.2825
Si 5.8008 8.745 3.9167 0.1483 -0.4782 -0.9643
Si 9.6679 8.745 3.9167 0.3169 -0.0117 0.1714
Si 13.5351 8.745 3.9167 -0.1361 -0.1164 -0.1067
Si 1.9532 6.4101 4.3578 0.0051 0.0024 -0.0067
Si 5.7756 6.4305 4.3393 -0.0033 -0.0064 -0.0121
Si 9.6334 6.4153 4.3431 -0.002 -0.0013 -0.0108
Si 13.5301 6.4048 4.3644 -0.0005 -0.0028 -0.0056
Si -0.0565 12.8449 4.3507 0.0002 -0.0116 -0.0137
Si 3.81 12.831 4.3408 0.0098 0.0135 -0.0061
Si 7.6838 12.8273 4.3872 0.0252 0.001 -0.021
Si 11.6106 12.8423 4.3119 -0.0066 0.004 -0.0089
Si 0.0173 5.8758 5.6272 -0.0004 0.0063 0.0071
Si 3.8851 5.8933 5.6646 -0.0145 0.0246 -0.0271
Si 7.6841 5.9527 5.6385 0.0148 -0.008 -0.0128
Si 11.5577 5.8032 5.576 0.0039 0.0082 -0.0044
Si 1.8643 12.3145 5.5931 0.006 0.0125 0.0171
Si 5.7007 12.2253 5.6163 0.0029 -0.0084 -0.0099
Si 9.6912 12.2397 5.5125 -0.0034 0.0006 -0.007
Si 13.4919 12.2338 5.6054 -0.0011 -0.0004 -0.0026
Si 0.0069 3.5386 6.0031 -0.0002 -0.0006 0.0005
Si 3.8518 3.4658 5.9729 0.0141 0.0071 0.0084
Si 7.6226 3.569 5.9316 -0.023 -0.0013 0.0107
Si 11.5461 3.4611 5.9938 0.0035 0.0111 0.0058
Si 1.9681 10.0167 5.9751 -0.0132 -0.0361 0.0156
Si 5.9088 9.9024 5.8411 -0.007 0.0197 -0.0053
Si 9.8386 9.9371 5.9878 0.0008 0.0016 0.0031
Si 13.5699 9.8859 5.9671 -0.0045 -0.0126 -0.0062
Si 1.9376 2.9231 7.2468 0.0174 -0.0019 0.0082
Si 5.1994 -1.0514 7.9542 -0.0069 -0.0184 0.0152
Si 11.3136 0.7022 8.885 -0.0087 -0.0058 -0.0071
Si 10.1307 1.6681 22.0594 -0.0165 -0.0018 -0.0082
Si 0.0142 9.3673 7.2304 -0.0143 -0.0085 0.013
Si 4.0076 9.7438 7.1885 0.0828 0.0259 -0.0008
Si 7.8146 7.2783 7.6657 -0.0014 0.0056 0.0181
Si 14.9152 10.6139 9.2077 -0.0584 0.0649 -0.0649
Si -1.9446 2.9564 7.2184 -0.0125 0.0141 -0.0008
Si 2.0811 6.4522 8.8736 0.0097 -0.0055 0.0062
Si 5.7666 4.8017 10.6623 -0.0355 -0.0176 0.0074
Si 15.2824 12.9852 8.9518 0.0072 -0.0326 -0.0134
Si -1.0916 7.5518 13.5141 0.0064 -0.0014 -0.0187
Si 12.7273 18.0657 14.2698 0.0225 -0.024 0.0136
Si 13.368 13.4781 7.6349 0.0121 0.012 0.0018
Si 11.0852 11.8755 10.5171 -0.0328 -0.0119 -0.0178
Si -2.6162 4.9895 19.8152 0.0189 -0.0032 -0.005
Si 3.2012 12.3151 11.3062 -0.0271 0.0213 0.0279
Si 2.9225 6.9317 11.0184 0.0591 -0.1978 -0.0526
Si 11.6182 6.9557 7.6456 0.0048 -0.0064 0.0094
Si -2.1537 16.7507 9.4031 -0.0102 0.0167 -0.0173
Si 7.8171 16.4334 10.5503 0.0164 -0.0051 -0.0199
Si 3.5822 16.1095 13.4654 -0.0675 0.039 -0.0506
Si 9.4858 15.6763 7.0691 -0.0027 0.0135 0.0048
Si 1.8144 0.6163 7.7064 0.0076 0.0041 0.0054
Si 7.6125 -1.1843 8.4563 -0.0011 -0.0147 -0.0149
Si 11.7523 9.3041 7.3629 -0.0034 -0.0036 0.0048
Si 11.2565 2.8441 10.0001 0.0008 0.0085 -0.0214
Si 5.9029 8.1964 13.0936 0.0606 -0.0339 -0.0011
Si 0.7096 11.8693 12.9428 -0.0134 -0.015 -0.0117
Si 10.3928 6.8847 15.6492 -0.0011 0.0041 -0.0136
Si 5.7766 6.9553 8.7212 -0.0743 0.0722 -0.0023
Si -3.0185 -1.3919 15.2962 -0.0024 0.0248 -0.016
Si -0.6118 2.193 11.4371 0.0131 0.0164 0.0241
Si 8.3843 -0.8349 10.6441 0.0097 0.0188 0.0232
Si 9.3327 0.4903 7.56 0.0131 0.0032 0.0048
Si 1.4788 11.185 15.6039 0.0078 0.021 -0.0035
Si 3.8278 7.4244 7.5714 0.0656 -0.1826 0.0421
Si 9.7557 9.9582 15.0109 -0.0148 0.0003 -0.0372
Si 13.2688 12.791 12.6832 0.0345 0.0157 -0.0007
Si -6.6663 -0.6477 16.994 -0.0001 -0.0007 0.0047
Si 3.695 0.294 9.1302 0.0002 0.0145 0.0113
Si 3.9554 3.425 11.0041 0.0153 0.037 0.0682
Si 5.2904 7.0941 11.015 0.0266 0.0353 -0.0087
Si 2.8605 4.2357 9.0098 -0.057 0.0066 -0.0184
Si 1.7081 9.8034 11.3329 -0.151 0.2098 0.0675
Si 7.8751 9.6019 12.499 0.0232 0.0181 -0.0037
Si 13.5095 6.2627 8.9202 0.0059 -0.0152 -0.0168
O -10.3391 10.783 24.058 -0.0003 -0.0014 -0.0143
O -6.8318 11.2266 20.9252 -0.004 -0.005 -0.0029
O 1.5318 -0.4043 26.6408 -0.0116 -0.0065 -0.014
O 3.6056 11.8383 22.1665 0.0028 -0.0008 -0.0056
O 15.9872 20.2569 13.2733 -0.0055 -0.0137 -0.0037
O 1.8095 12.7706 12.1072 0.0093 -0.0007 -0.0177
O 15.9914 15.6193 19.256 0.0104 0.0001 0.0016
O 9.1867 10.721 16.3431 0.0059 0.0065 0.0018
O 5.9774 19.7052 14.1284 0.0095 -0.0266 0.0004
O 20.2307 9.2206 13.7598 -0.0302 0.0225 -0.0136
O 16.2647 4.9297 14.0021 0.017 0.0437 -0.0182
O 27.9475 4.9735 21.4198 -0.0042 0.004 0.0045
O 32.7624 16.9404 22.0961 0.0064 -0.0108 0.0081
O 2.7931 1.5123 18.4174 0.0015 -0.0063 0.0055
O 15.106 8.5537 26.7562 -0.0064 0.009 -0.0043
O 0.7411 12.1996 14.5398 -0.0021 -0.0016 0.0094
O -9.4567 2.1143 21.5688 -0.0033 0.0037 0.0034
O 10.9749 28.1296 11.6104 -0.0049 0.0153 0.0185
O 16.888 21.9733 22.2767 -0.0011 0.0051 -0.0003
O -3.4563 12.1801 16.6763 -0.0031 -0.0017 -0.0042
O -0.0137 17.2607 17.3135 0.0019 0.0032 -0.0029
O -15.5378 1.1218 10.3159 -0.002 0.0228 0.0361
O -7.9615 23.8234 11.685 -0.0046 -0.0211 -0.0069
O 20.1303 9.2378 26.8048 0.0068 -0.0031 0.0013
O 29.0639 9.5614 19.8999 0.0068 0.0005 -0.0138
O 8.9225 6.318 12.141 0.0101 0.0061 -0.011
O -3.4993 -0.6093 11.8946 0.0061 -0.0028 -0.0023
O 9.1158 -6.9481 15.7078 0.0107 0.0038 0.0028
O 20.6175 3.3755 27.8967 -0.0155 -0.0126 0.002
O 17.7945 34.013 11.4836 0.108 -0.1634 0.1564
O 39.892 -24.3099 23.1699 0.0148 0.0017 -0.0143
O 19.3572 -1.1082 27.4351 0.0048 0.016 -0.0014
O 5.3438 14.1782 19.1434 0.0165 -0.0023 0.0069
O 6.775 -3.8123 25.0858 0.0017 -0.0011 -0.0003
O 29.6902 7.9688 15.0872 0.0056 0.0077 0.0072
O 8.5481 17.305 17.8636 0.0048 0.0087 0.0094
O 18.985 1.4316 26.7533 0.0061 -0.005 0.0386
O -8.2521 9.1311 20.1067 0.0006 0.003 0
O 10.2216 0.4935 20.9214 -0.0005 0.0093 0.0056
O 16.5745 10.7129 24.5492 0.0013 0.0019 -0.0112
Si 9.0032 -0.2404 20.1023 0.0121 0.005 0.0039
Si 20.7379 13.5311 13.3315 -0.0307 0.0489 0.0482
Si 19.5719 0.5288 18.4676 -0.0143 0.0123 -0.0091
Si 1.2825 7.8776 21.2157 -0.0048 -0.0005 -0.0174
Si 6.2913 9.4691 26.5611 -0.0104 0.0239 -0.0245
Si 7.8587 22.4436 7.167 -0.0178 -0.0111 -0.0033
Si 5.7717 15.6398 7.2267 0.0155 0.0208 -0.0478
Si 1.0488 -9.5165 13.9701 0.035 -0.0204 -0.0044
Si 4.341 -0.7095 23.618 -0.0014 0.0023 0.019
Si 5.1167 4.7116 8.3733 -0.0331 0.0776 -0.0121
Si 12.7625 12.399 18.1109 0.016 0.0095 0.015
Si 15.9072 11.8065 25.5974 -0.0036 -0.0024 0.0196
Si 12.4658 10.0866 9.5861 -0.006 0.014 0.002
Si 11.5369 5.9446 22.3516 0.0155 -0.0012 0.0057
Si 3.2596 7.208 16.2861 0.0074 -0.0052 -0.0112
Si 5.2303 14.786 9.4744 -0.0207 -0.0004 0.0306
Si 10.9251 15.9106 13.1164 0.0178 -0.0127 0.011
Si 0.0186 6.9891 7.7601 -0.0141 -0.0041 -0.0163
Si 18.5697 -0.1124 26.3996 0.0155 0.0098 0.0044
Si 12.0439 9.9825 19.9033 0.0004 0.0082 -0.0006
Si 21.5093 18.0573 14.3707 -0.0253 0.014 0.009
Si 4.4327 24.2988 20.788 -0.0049 0.0055 -0.01
Si 3.6966 16.5268 30.9031 -0.0283 -0.015 0.0226
Si 14.4664 16.4071 16.303 -0.0038 -0.0155 -0.0132
Si 8.3118 -8.2683 16.247 -0.0294 -0.0017 -0.0169
Si 31.3515 -1.0013 18.3788 -0.0111 0.0222 0.0152
Si 1.6152 6.2836 13.6471 -0.0047 -0.0563 0.0245
Si 13.1851 -3.3685 29.1415 0.002 -0.0017 -0.002
Si -0.517 21.9756 19.1403 -0.0006 0.0012 0.0243
Si 10.9348 7.2709 18.6806 0.017 -0.0021 0.009
Si 9.6722 7.3923 11.1531 -0.0189 0.0348 0.0134
Si 17.497 0.5313 30.7834 -0.0012 0.0049 -0.0138
Si 8.4851 4.7512 12.4033 -0.0063 0.0147 0.0581
Si 21.4428 -3.3805 23.7451 0.0107 0.0076 0.0181
Si 9.6662 -1.5875 31.3968 -0.0148 -0.0062 -0.0001
Si -2.7729 8.2658 11.1381 -0.0393 0.0051 0.0112
Si 20.7369 14.9176 23.0249 0.002 0.0146 0.0179
Si 2.6417 6.4005 19.0793 -0.0156 -0.0162 0.015
Si 10.0775 14.8574 15.7531 0.014 0.009 -0.0079
Si 7.1125 14.1845 10.9087 0.0532 -0.0021 -0.0544
Si -5.9672 -8.723 9.045 0.015 -0.0153 0.0019
Si 9.6661 6.4903 8.9214 0.009 0.0048 -0.0086
Si -9.812 8.6308 20.2223 -0.0005 -0.0065 0
Si 20.7414 6.6322 18.2191 0.003 -0.0006 0.0001
Si -0.4266 9.8944 27.7285 0.005 -0.0209 0.004
Si 21.2505 12.1919 16.1344 -0.0025 0.0149 -0.0076
Si -0.811 -3.6233 16.047 -0.003 -0.0025 -0.0099
Si 10.8446 8.9016 22.3348 0.0089 0.0026 0.01
Si 4.2092 22.712 15.165 0.0045 0.0088 -0.0146
Si 1.3123 6.6183 25.3995 -0.0121 -0.0134 0.0041
Si 6.2563 13.7922 20.4373 -0.0034 0.0101 -0.0091
Si 8.8096 16.6865 26.277 -0.0187 0.0183 -0.0455
Si 15.4307 1.8087 24.4398 0.0203 0.008 0.0168
Si 8.8191 25.4297 28.2371 -0.0066 -0.011 -0.0075
Si 20.5519 6.8064 22.6759 0.0011 -0.0094 -0.0022
Si 14.3866 20.8711 25.3646 -0.0236 -0.0039 0.0178
Si 23.6972 5.6168 18.9846 -0.0036 0.0002 0.0076
Si 23.5544 9.7561 21.3443 0.0004 0.0051 0.0037
O 21.4796 39.3738 27.2859 -0.0056 -0.0001 0.02
O 5.857 12.2733 20.9191 -0.0009 -0.0026 -0.001
O 3.6706 18.8502 22.5068 -0.0023 0.001 0.0038
O 24.5224 15.1498 25.6956 0.0102 -0.0274 -0.013
O 9.9847 5.6309 22.022 -0.0092 -0.0017 -0.0099
O -11.744 -13.6078 19.4203 0.004 -0.0079 0.0083
O 17.7625 -5.8134 17.5926 0.0083 0.0019 -0.0045
O 8.7197 -15.4769 13.7799 0.0031 -0.0185 0.0073
O -10.0103 -15.0493 15.932 -0.0057 -0.0117 0.0024
O 15.9786 2.628 12.5525 -0.0068 0.0055 -0.0106
O 12.0652 -9.5071 24.9808 0.008 -0.0125 -0.0066
O 22.9212 4.546 25.6022 0.0055 0.0069 0.0051
O 8.8167 8.7784 11.4075 -0.0008 -0.0085 0.0018
O 2.5708 6.6599 14.9228 -0.0087 0.0082 -0.0064
O 9.4717 26.2327 16.1592 -0.0027 -0.0021 0.0018
O -1.8438 10.3951 15.6846 0.0056 -0.0066 0.0019
O 14.666 -0.8288 12.3428 -0.0012 0.0124 0.0104
O 4.1617 18.5991 19.08 0.0024 0.0017 0.0014
O 1.3497 -8.4727 27.614 -0.0129 -0.0065 0.0016
O 11.9885 24.2926 19.2118 0.0023 -0.0045 -0.0037
O -0.8702 21.5127 17.6037 -0.0004 0.0054 -0.0066
O -1.148 -0.8747 17.9347 0.0033 -0.0027 0.0019
O 4.4505 -0.337 12.363 0.0065 -0.0132 -0.0269
O 21.1072 -5.5276 21.2046 -0.001 0.0025 0
O 37.6787 4.7859 15.7996 0.0181 -0.0041 0.0046
O 17.9998 5.9641 12.3231 -0.0038 0.0061 -0.0031
O -0.2067 0.2206 24.7868 -0.0046 0.0086 -0.0049
O 15.6301 -10.0426 25.7361 -0.0084 -0.0168 -0.0181
O 8.0216 -7.918 20.432 0.0048 0.0051 -0.0087
O 13.5172 17.5431 15.5901 -0.0158 0.0205 -0.0155
O 34.6653 15.375 22.9353 -0.0046 -0.0001 -0.007
O 14.4247 3.5284 10.597 0.0045 0.0028 0.0088
O 12.7882 21.1319 25.4385 0.007 0.0062 -0.0013
O 1.1278 23.1253 12.7739 0.023 0.0212 0.0154
O -14.0619 11.9065 17.074 0.0028 -0.0052 -0.002
O -15.4692 -9.5802 30.2358 0.0139 -0.0248 -0.0157
O 17.2581 -17.5519 24.7762 -0.0007 0.0074 -0.0064
O -10.3055 8.1925 18.7299 -0.0012 0.005 0.0001
O 19.0237 8.782 16.1346 -0.001 -0.0041 0.0004
O -9.5297 3.1432 24.0542 -0.0056 -0.0029 -0.0245
O 11.5627 -2.7319 21.4653 -0.0012 0.0015 -0.0094
O -3.2635 11.0224 25.1559 -0.0068 0.0057 0.0073
O 4.2465 14.6674 13.9077 0.0425 -0.0609 -0.0097
O 13.5862 27.1667 12.2478 -0.0051 -0.0152 0.0027
O 4.6941 -2.9597 20.7193 0.0036 -0.0007 0.0007
O -3.1214 -9.1053 18.9003 -0.0088 0.013 0.0085
O 31.4215 -15.7762 10.2775 -0.1073 -0.1022 -0.0418
O 7.106 4.6836 13.2706 0.0114 -0.0027 -0.023
O 25.4789 -8.0088 25.6957 0.0047 -0.0045 0.003
O -1.9401 -18.5754 10.3746 0.012 -0.0258 -0.0032
O 14.1102 2.293 23.5963 0.0032 -0.0013 -0.0067
O 15.0979 6.5555 25.2802 0.0054 0.0026 0.0031
O 2.5804 7.5634 20.2498 0.0074 0.0021 -0.0009
O 12.3689 5.5145 26.5304 -0.0018 -0.0024 -0.0091
O -12.4865 -14.918 10.9175 0.1617 0.1371 -0.0713
O 10.1145 12.7148 24.9537 0.0182 -0.0085 0.0187
O 1.5886 -7.62 19.3527 0.0175 0.02 -0.0048
O -4.2451 7.6823 11.6274 -0.0123 -0.0194 -0.0039
O -5.5898 21.1686 15.1471 0.0072 0.0047 0.0086
O 16.167 -15.9048 15.7229 -0.0006 -0.0078 0.002
O 4.5672 -12.7486 16.9752 0.0061 -0.0052 -0.0022
O 24.9011 19.5569 19.0827 -0.0066 -0.0037 -0.0047
O 9.7398 15.8971 21.3266 0.0018 -0.005 0.0027
O 22.6869 -4.2961 27.5288 0.004 -0.0043 -0.0138
O 3.302 -0.389 24.8128 0.003 -0.0018 -0.0213
O 9.3188 12.2161 18.5444 -0.0035 0.0001 -0.0094
O 20.389 -17.4194 23.4512 0.0026 -0.0037 -0.0046
O 7.1741 -0.479 16.9591 0.0113 -0.0004 0.0016
O 15.4786 15.6382 15.208 -0.0006 -0.0081 0.0153
O 6.0802 18.6528 23.541 -0.0068 0.0018 -0.0099
O 17.3777 -7.3843 24.4147 0.0086 0.004 -0.003
O 2.1831 27.3592 21.0025 0.007 0.019 0.0384
O 28.0559 13.6192 25.0524 -0.0104 -0.001 0.0068
O 23.5433 -8.6134 23.0278 -0.0032 0.0043 -0.0036
O -1.2311 -21.5867 27.6467 0.0005 -0.0088 -0.0057
O 24.3259 15.9432 15.7268 0.0111 -0.0035 0.0002
O 11.8547 5.7149 23.9314 -0.0013 -0.0058 0.0024
O 12.9708 -0.2343 14.2717 -0.0041 -0.0122 0.0035
O 26.2461 -3.6383 23.941 -0.0004 0.0077 -0.0027
O -0.6235 -16.795 24.0118 0.0104 0.0103 -0.0198
O 1.2539 14.7405 23.4813 -0.0011 0.0029 -0.0085
O 3.6961 18.3762 27.7444 0.0276 -0.0052 -0.0066
O 42.5278 14.6622 22.7759 0.0135 0.0013 0.0125
O 15.5476 8.0018 20.1247 0.004 0.0052 -0.002
O 12.1452 44.8405 19.2854 -0.0087 0.008 -0.003
O 13.7017 18.9163 13.2931 -0.0018 0.025 0.0003
O 20.0515 4.4758 14.1425 0.0487 0.0322 0.0025
O 31.1946 14.702 28.1524 0.003 0.0053 -0.0214
O 16.2105 -12.6456 19.4287 0.0015 -0.0149 -0.0135
O -3.1909 3.9332 13.4153 -0.0155 0.0028 -0.0011
O 11.7129 20.3668 22.0552 -0.0022 0.0036 -0.0058
O -16.4583 -7.8313 19.7343 -0.01 0.0051 0.0012
O -4.2057 15.3848 16.7511 -0.0221 -0.0035 -0.0081
O 23.2917 0.8906 20.0676 -0.0024 -0.0024 0.0006
O -25.023 12.8194 14.6388 0.0043 -0.006 -0.0052
O 26.2587 35.0798 26.6829 -0.0096 -0.0131 -0.0473
O 25.1624 -8.703 13.2796 -0.0114 0.0032 -0.0197
O -3.9788 -6.6092 14.6637 -0.0053 0.0023 0.0065
O 13.6184 8.5921 12.4855 0.018 -0.0049 0.0191
O 26.67 -2.2056 14.6411 0.0014 -0.0027 0.0114
O -4.3654 19.9696 17.0781 -0.006 0.0009 -0.0016
O -0.6419 11.134 26.6381 0.0048 0.0179 -0.0257
O 12.7349 13.9892 18.4667 -0.0001 -0.0204 -0.0069
O 0.5751 10.3707 19.1046 -0.002 -0.0053 -0.0061
O 4.7234 -6.3026 16.6642 -0.0087 0.0058 0.0021
O 1.0491 19.4013 22.168 0.0053 0.0055 0.0029
O -7.9477 0.2238 25.1858 0.02 0.0011 0.0109
O 6.807 6.2268 18.4768 0.0076 0.0011 0.0008
O -12.4713 23.8137 15.0064 0.0013 -0.0089 0.0085
O 6.5261 -1.7435 26.7357 0.0106 -0.0134 0.0179
O -20.2423 14.7341 14.2307 -0.0046 0.0003 0.0026
O 7.0599 9.8042 22.6047 -0.003 0.0006 -0.0106
O 9.3151 -16.8734 21.7758 -0.0068 0.0008 -0.0092
O 11.1307 -3.9855 19.1335 0.0023 -0.0013 0.0004
O 36.2868 13.3886 23.5578 -0.0092 0.0042 -0.0095
O 6.5008 14.163 12.4649 -0.0173 -0.0085 0.0412

Results
free energy: -257812.022 eV
free energy less fixed offsets of O -568.88, Si -635.61 eV per atom: 5.518 eV

The program warned: the cutoff lies below the one the program advises for these potential files; the exchange-correlation potential is rough where the density is thin.
